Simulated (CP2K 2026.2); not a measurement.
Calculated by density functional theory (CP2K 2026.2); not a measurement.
Periodic cell of 534 atoms, Si358O176, from a study of silicon, its oxide and their interface. The atomic structure is a simulated model.
Doubt: the forces sum to 0.18 eV/angstrom along one axis rather than to zero, so they err by at least 0.0003 eV/angstrom per atom on average; the grid cutoff is modest.

Settings
functional: PBE
method: Gaussian and plane waves
basis set: DZVP-MOLOPT-SR-GTH
pseudopotentials: GTH-PBE
grid cutoff: 350 Ry, relative cutoff 50 Ry
k points: Gamma only
occupations: fixed
spin: none
net charge: 0

Cell vectors (angstrom)
a 16.4025 0 0
b 0 16.4025 0
c 0 0 35.8853

Atoms and the computed forces on them: element, x, y, z (angstrom), force x, y, z (eV/angstrom)
Si 0.245 16.332 0.334 0.246 0.166 0.068
Si 3.436 2.451 35.667 -0.083 0.047 0.444
Si 16.074 6.011 0.351 0.081 -0.233 -0.202
Si 2.548 8.469 0.437 -0.151 -0.087 -0.374
Si 0.194 10.734 0.526 0.296 0.304 0.116
Si 2.287 14.002 35.794 -0.239 0.027 0.483
Si 5.32 0.001 0.168 -0.001 -0.07 0.198
Si 8.086 2.755 35.748 -0.009 0.038 0.173
Si 5.861 4.964 0.046 -0.018 0.21 0.314
Si 8.542 7.928 35.651 0.017 0.002 0.394
Si 5.601 10.912 0.226 -0.084 0.185 0.02
Si 8.643 13.144 35.864 0.027 0.202 0.302
Si 11.359 15.803 0.069 -0.196 0.063 0.091
Si 14.396 2.077 35.7 0.013 0.207 0.02
Si 10.738 5.671 0.072 0.122 0.104 0.203
Si 13.559 7.933 0.454 -0.622 -0.06 -0.884
Si 10.986 10.805 0.014 -0.129 0.02 0.227
Si 12.895 13.95 35.471 -0.018 -0.421 0.255
Si 1.651 1.487 1.355 0.018 -0.186 -0.454
Si 4.324 3.893 1.481 0.013 0.145 -0.465
Si 1.463 6.791 1.625 -0.006 -0.006 -0.041
Si 4.324 9.455 1.558 -0.075 0.132 0.006
Si 1.4 12.448 1.521 0.157 -0.187 -0.165
Si 4.001 14.955 1.414 0.043 -0.052 -0.34
Si 6.945 1.246 1.357 -0.093 0.034 -0.255
Si 9.608 3.96 1.265 -0.034 0.123 -0.219
Si 6.983 6.733 1.223 -0.031 -0.166 -0.366
Si 9.615 9.433 1.363 -0.182 -0.034 -0.348
Si 6.945 12.314 1.485 0.182 -0.128 -0.115
Si 9.696 14.827 1.403 -0.064 -0.291 -0.082
Si 12.505 1.172 1.164 0.278 0.078 0.011
Si 15.121 3.985 1.272 -0.003 -0.052 -0.276
Si 12.117 6.682 1.672 -0.135 -0.277 0.196
Si 15.089 9.765 1.938 0.128 0.541 0.446
Si 12.326 12.248 1.341 0.068 0.195 -0.306
Si 15.115 15.005 1.461 0.197 -0.097 -0.109
Si 0.148 2.748 2.718 -0.024 0.047 0.054
Si 2.793 0.003 2.825 0.026 0.069 0.065
Si 0.024 8.132 2.983 0.024 0.01 0.478
Si 2.869 5.317 2.791 0.017 0.002 -0.069
Si 16.39 13.669 2.922 -0.099 -0.161 -0.007
Si 2.86 10.946 2.816 -0.109 0.177 0.058
Si 5.627 2.574 2.861 0.055 -0.147 0.108
Si 8.299 16.274 2.699 0.065 -0.007 -0.015
Si 5.634 8.004 2.791 0.003 -0.03 -0.057
Si 8.291 5.375 2.717 0.047 0.046 -0.082
Si 5.489 13.661 2.785 -0.037 0.053 -0.041
Si 8.249 10.833 2.789 0.04 -0.087 0.008
Si 11.061 2.598 2.583 0.032 -0.062 -0.149
Si 13.712 16.341 2.79 -0.069 -0.11 0.027
Si 10.885 8.182 2.934 0.102 0.169 0.001
Si 13.662 5.259 2.769 0.002 0.027 0.217
Si 10.976 13.517 2.853 0.01 -0.079 -0.095
Si 13.64 11.154 3.045 0.176 0.042 0.095
Si 1.439 4.064 4.185 -0.05 -0.113 0.017
Si 4.188 1.29 4.233 0.018 -0.061 -0.124
Si 1.444 9.584 4.249 -0.092 -0.014 -0.339
Si 4.191 6.73 4.152 0.023 -0.039 0.085
Si 1.383 15.069 4.209 -0.005 0.112 -0.06
Si 4.18 12.301 4.223 -0.071 -0.169 -0.111
Si 6.928 4.051 4.166 -0.028 -0.002 -0.115
Si 9.656 1.294 4.04 0.011 -0.084 -0.024
Si 6.889 9.465 4.171 0.106 0.034 -0.012
Si 9.555 6.75 4.221 -0.034 -0.01 -0.095
Si 6.875 15.02 4.136 -0.038 -0.034 -0.013
Si 9.588 12.191 4.228 0.014 0.016 -0.134
Si 12.289 3.938 4.136 0.198 0.085 -0.064
Si 15.128 1.341 4.106 0.017 0.028 -0.111
Si 12.29 9.598 4.248 -0.037 -0.003 -0.097
Si 14.994 6.702 4.228 0.166 -0.015 -0.326
Si 12.324 14.979 4.19 0.012 -0.009 -0.182
Si 15.072 12.38 4.383 -0.037 0.101 0.003
Si 16.39 0.008 11.044 -0.04 0.015 -0.002
Si 2.727 2.732 11.03 -0.012 0.016 0.002
Si 0 5.46 11.014 -0.029 0.001 -0.001
Si 2.721 8.184 11.023 -0.019 -0.003 0.008
Si 16.394 10.916 11.011 -0.002 0.041 0.001
Si 2.721 13.663 11.03 -0.024 0.013 0.007
Si 5.45 16.393 11.033 -0.011 -0.007 0.004
Si 8.184 2.718 11.032 -0.025 0.016 -0.006
Si 5.444 5.443 11.034 0.003 0.022 -0.002
Si 8.165 8.165 11.026 0.001 0.034 0.002
Si 5.437 10.911 11.032 -0.012 0.012 0.003
Si 8.159 13.657 11.034 0.005 0.002 -0.009
Si 10.902 16.395 11.039 0.014 0.025 -0.009
Si 13.652 2.728 11.039 0.039 0.022 0.004
Si 10.917 5.43 11.026 0.003 0.012 -0.004
Si 13.658 8.17 11.014 -0.005 0.036 0.002
Si 10.903 10.912 11.024 -0.018 0.023 -0.006
Si 13.651 13.664 11.023 -0.034 -0.014 -0.012
Si 1.344 1.39 12.408 0.004 -0.032 0.005
Si 4.061 4.111 12.42 0.007 -0.021 0.01
Si 1.353 6.826 12.395 -0.018 0.017 0
Si 4.065 9.557 12.404 0.033 0.04 0.002
Si 1.335 12.3 12.383 -0.024 -0.055 -0.014
Si 4.063 15.047 12.405 -0.004 -0.024 0.008
Si 6.788 1.381 12.402 0.052 -0.007 -0.005
Si 9.531 4.094 12.406 0.03 -0.017 -0.005
Si 6.785 6.82 12.408 -0.006 -0.01 0.002
Si 9.503 9.559 12.383 0.035 -0.036 -0.009
Si 6.771 12.3 12.394 0.007 -0.017 -0.015
Si 9.502 15.048 12.392 -0.003 -0.053 -0.007
Si 12.254 1.377 12.397 -0.01 -0.044 -0.006
Si 15.027 4.108 12.38 0.006 0.022 -0.014
Si 12.278 6.81 12.38 -0.025 -0.021 -0.006
Si 15.019 9.551 12.376 -0.016 -0.017 0.002
Si 12.266 12.299 12.376 0.049 0.022 -0.001
Si 15 15.048 12.395 0.026 -0.011 -0.001
Si 16.39 2.78 13.774 -0.081 0.006 -0.002
Si 2.695 0.017 13.779 -0.014 0.037 -0.012
Si 16.382 8.186 13.753 0.01 0.015 -0.004
Si 2.701 5.485 13.807 -0.047 -0.011 0.004
Si 16.37 13.676 13.746 -0.041 -0.002 -0.006
Si 2.691 10.937 13.755 -0.039 0.052 0.011
Si 5.414 2.74 13.785 0.009 0.003 -0.031
Si 8.139 0.019 13.77 -0.034 0.015 0.011
Si 5.408 8.18 13.785 0.031 0.006 0.017
Si 8.147 5.455 13.772 0.013 0.009 0.012
Si 5.41 13.669 13.77 0.045 -0.043 0.033
Si 8.1 10.908 13.753 -0.017 0.091 0.011
Si 10.885 2.731 13.78 -0.03 0.038 0.018
Si 13.617 0.016 13.754 -0.001 0 0.005
Si 10.876 8.178 13.713 0.003 0.048 -0.024
Si 13.655 5.451 13.749 0.053 -0.025 -0.003
Si 10.864 13.661 13.723 0.014 0.029 0.006
Si 13.644 10.931 13.726 -0.008 0.008 0.008
Si 1.322 4.147 15.197 0.055 0.019 0.066
Si 4.028 1.406 15.165 -0.027 -0.052 0.017
Si 1.333 9.565 15.118 -0.052 0 0.022
Si 4.043 6.857 15.202 0.02 -0.006 0.113
Si 1.319 15.042 15.126 -0.017 -0.015 0.048
Si 4.022 12.319 15.141 0.017 -0.002 0.006
Si 6.769 4.108 15.157 0.006 -0.029 0.074
Si 9.482 1.394 15.155 0.022 -0.032 0.049
Si 6.731 9.56 15.168 0.01 -0.005 0.064
Si 9.497 6.857 15.114 0.043 -0.022 0.041
Si 6.739 15.08 15.127 0.026 0.012 -0.014
Si 9.464 12.303 15.067 -0.045 -0.022 0.002
Si 12.281 4.097 15.116 -0.042 0.015 0.019
Si 14.98 1.421 15.092 0.092 0.003 0.021
Si 12.244 9.554 15.04 0.001 -0.071 -0.015
Si 15.022 6.812 15.116 -0.056 0.002 0.042
Si 12.202 15.053 15.086 -0.034 -0.04 0.054
Si 14.997 12.311 15.104 0.019 0.018 -0.028
Si 16.332 0.043 16.421 -0.181 0.1 0.076
Si 2.691 2.784 16.573 -0.045 -0.033 0.137
Si 16.353 5.513 16.6 0 0.006 0.049
Si 2.644 8.234 16.576 0.049 0.013 0.022
Si 16.402 10.967 16.457 0.057 -0.096 0.082
Si 2.705 13.727 16.535 -0.037 -0.013 0.027
Si 5.349 0.014 16.534 0.084 0.07 0.043
Si 8.083 2.728 16.555 0.021 0.142 0.074
Si 5.431 5.481 16.561 0.001 0.012 0.002
Si 8.124 8.197 16.533 -0.039 -0.006 -0.023
Si 5.282 10.889 16.533 0.016 0.106 0.101
Si 8.124 13.708 16.431 -0.008 -0.045 0.067
Si 10.86 0.027 16.501 -0.094 -0.021 -0.01
Si 13.628 2.744 16.523 0.013 -0.05 -0.005
Si 10.916 5.505 16.424 -0.035 -0.063 0.091
Si 13.623 8.204 16.39 -0.034 0.054 0.085
Si 10.794 10.857 16.36 0.096 0.119 -0.01
Si 13.539 13.643 16.411 0.002 0.084 0.084
Si 1.257 1.383 17.867 0.066 -0.017 -0.027
Si 4.061 4.18 17.996 -0.137 0 -0.074
Si 1.289 6.938 18.015 -0.046 -0.026 0.032
Si 3.898 9.584 18.075 -0.012 0.108 0.166
Si 1.397 12.295 17.87 0.042 -0.143 -0.039
Si 3.98 15.138 17.989 -0.08 0.029 0.032
Si 6.639 1.38 17.958 -0.067 0.046 -0.189
Si 9.543 4.16 17.785 -0.052 0.072 -0.204
Si 6.768 6.861 17.954 0.052 -0.085 -0.014
Si 9.506 9.574 17.859 0.061 -0.056 0.059
Si 6.678 12.356 17.718 -0.061 0.011 -0.294
Si 9.462 15.067 17.854 -0.015 0.043 -0.084
Si 12.243 1.373 17.884 0.08 -0.05 -0.055
Si 14.95 4.122 17.932 0.036 -0.02 -0.019
Si 12.269 6.884 17.804 0.023 0.019 -0.069
Si 14.969 9.595 17.728 0.009 -0.074 -0.252
Si 12.112 12.218 17.692 -0.07 -0.072 -0.118
Si 14.857 15.117 17.707 0.022 0.163 -0.162
Si 16.302 2.728 19.286 -0.125 -0.184 -0.043
Si 2.558 0.115 19.405 -0.012 0.163 0.159
Si 16.262 8.417 19.284 -0.119 0.048 0.238
Si 2.659 5.537 19.391 0.147 0.076 -0.06
Si 16.284 13.723 18.863 -0.059 0.183 0.108
Si 2.537 11.045 19.632 0.037 0.065 0.325
Si 5.431 2.872 19.437 0.205 -0.094 0.194
Si 8.001 16.377 19.244 0.042 -0.13 0.28
Si 5.35 8.155 19.366 -0.115 0.024 0.101
Si 8.286 5.552 19.23 0.012 -0.039 0.277
Si 5.354 13.641 19.186 0.025 -0.05 0.259
Si 8.016 10.997 19.012 -0.015 0.022 0.131
Si 10.892 2.815 19.142 -0.027 0.132 0.243
Si 13.517 16.341 19.287 0.034 -0.129 -0.016
Si 10.938 8.226 19.238 0.006 0.011 0.176
Si 13.631 5.58 19.238 -0.048 0.061 0.197
Si 10.815 13.573 19.094 -0.161 0.017 0.079
Si 13.516 10.88 19.002 -0.141 -0.073 0.238
Si 1.527 3.843 20.562 -0.18 0.314 0.189
Si 2.99 2.013 21.025 -0.056 -0.606 0.123
Si 0.438 10.254 20.787 0.172 0.124 0.119
Si 3.989 6.876 20.906 0.004 -0.007 0.034
Si 0.947 15.108 20.378 0.097 -0.157 0.309
Si 4.442 12.155 20.819 -0.089 0.006 0.057
Si 7.263 3.883 20.522 0.088 0.135 0.164
Si 9.317 1.561 20.337 -0.011 -0.061 0.148
Si 6.566 9.851 20.427 0.037 -0.04 0.134
Si 9.835 6.706 20.674 -0.037 -0.061 0.011
Si 6.794 14.771 20.637 0.111 0.125 0.15
Si 9.047 12.592 20.352 0.194 -0.048 0.403
Si 11.995 4.458 20.491 0.036 -0.067 0.044
Si 15.202 0.999 20.535 -0.116 0.067 0.444
Si 12.594 9.297 20.537 -0.131 0.186 0.097
Si 14.829 7.134 20.632 -0.032 0.072 -0.068
Si 12.485 14.496 20.456 0.074 -0.11 0.464
Si 14.784 12.477 20.059 -0.009 0.107 0.387
Si 15.148 1.748 23.606 0.138 -0.039 0.189
Si 1.693 1.384 23.835 -0.148 -0.14 0.209
Si 0.359 5.77 22.859 -0.091 0.05 0.022
Si 2.667 7.925 23.364 0.167 -0.04 0.292
Si 0.527 9.921 23.92 -0.107 0.341 0.261
Si 1.839 14.845 23.224 -0.193 -0.057 0.259
Si 6.587 5.281 28.4 0.013 -0.037 -0.165
Si 6.094 5.634 22.835 -0.003 -0.135 0.021
Si 7.288 10.257 24.613 -0.143 0.194 0.171
Si 9.428 11.966 23.285 -0.075 0.034 0.349
Si 10.46 0.973 23.107 -0.092 0.058 0.317
Si 12.671 3.163 23.225 -0.131 0.045 0.342
Si 8.001 8.166 22.692 0.084 0.108 0.206
Si 12.365 4.716 25.642 0.047 0.031 0.161
Si 12.396 9.108 25.961 -0.053 0.038 0.094
Si 14.55 13.6 26.938 0.055 -0.143 0.118
Si 0.493 1.285 28.043 0.031 -0.166 -0.023
Si 6.804 4.298 25.587 0.11 -0.141 0.007
Si 3.197 9.108 27.767 -0.082 0.092 -0.049
Si 7.308 0.388 27.322 -0.044 -0.007 -0.024
Si 4.842 14.34 23.035 0.018 -0.02 0.007
Si 5.042 12.967 28.523 0.107 -0.036 -0.037
Si 11.018 16.156 31.394 0.067 0.04 -0.24
Si 15.314 2.575 30.047 -0.006 0.07 -0.036
Si 9.257 6.27 29.378 0.107 0.003 -0.085
Si 13.975 12.499 29.812 0.077 -0.125 -0.168
Si 7.254 10.675 27.787 -0.097 0.073 -0.085
Si 10.668 8.705 30.424 0.065 0.001 -0.252
Si 11.992 10.534 23.38 0.084 0.15 0.348
Si 0.304 4.151 27.975 -0.055 0.247 0.009
Si 15.338 5.504 25.598 -0.157 0.081 0.256
Si 13.552 13.016 24.397 0.025 -0.03 0.053
Si 15.713 10.094 33.593 0.288 -0.012 -0.134
Si 11.145 14.547 23.38 0.117 -0.211 0.379
Si 5.844 8.14 27.975 0.072 0.046 -0.084
Si 5.126 14.914 26.097 0.014 0.146 0.135
Si 0.075 12.947 24.857 -0.325 0.001 0.11
Si 3.004 0.894 26.664 0.073 -0.122 0.031
Si 4.739 8.841 25.294 0.076 0.181 0.087
Si 5.346 2.67 27.572 0.026 -0.033 -0.144
Si 9.055 2.208 25.374 0.041 0.026 0.199
Si 9.562 12.286 29.047 0.058 0.055 -0.168
Si 11.943 10.768 28.47 0.09 -0.035 -0.059
Si 10.947 6.889 27.109 0.046 0.013 -0.033
Si 8.845 15.083 29.466 -0.038 -0.044 -0.252
Si 15.775 8.539 29.162 -0.034 0.065 -0.136
Si 12.378 1.933 29.858 -0.078 -0.049 -0.186
Si 14.417 0.319 26.198 -0.112 -0.055 0.128
Si 11.672 4.801 30.734 0.18 0.021 -0.181
Si 15.378 8.431 26.236 -0.089 -0.052 0.143
Si 12.202 13.375 32.431 -0.003 0.024 -0.328
Si 2.972 11.196 29.847 -0.008 -0.026 -0.055
Si 3.591 4.853 33.925 -0.05 -0.078 -0.168
Si 6.514 13.831 31.007 -0.046 -0.133 -0.312
Si 5.374 11.161 31.812 -0.075 -0.041 -0.223
Si 0.708 5.337 33.662 -0.166 0.147 -0.505
Si 3.458 11.829 34.058 0.037 0.005 -0.042
Si 9.873 11.248 31.998 -0.042 0.011 -0.48
Si 11.899 2.103 26.937 0.029 0.019 0.084
Si 9.33 0.666 33.734 0.112 0.08 0.015
Si 7.438 9.979 33.591 -0.202 -0.16 -0.126
Si 12.444 5.723 33.395 -0.063 0.018 -0.257
Si 7.005 14.92 33.796 -0.004 -0.154 0.079
Si 12.965 8.715 34.289 0.099 -0.323 0.09
Si 14.765 3.577 33.048 0.103 0.057 -0.076
Si 1.777 6.689 28.828 -0.074 0.118 0.003
Si 2.547 6.538 31.722 -0.083 0.163 -0.141
Si 2.138 8.949 33.49 0.065 -0.089 -0.222
Si 12.946 7.053 29.606 0.087 -0.05 -0.124
Si 0.052 11.169 30.857 0.024 -0.056 -0.221
O 1.222 15.235 35.365 -0.161 -0.143 0.111
O 15.582 0.924 35.362 -0.407 0.383 0.068
O 3.571 3.215 34.162 0.018 -0.043 0.231
O 4.334 1.111 35.316 0.102 0.047 0.276
O 16.152 6.262 34.586 -0.043 -0.285 0.261
O 3.629 5.497 32.411 0.106 -0.264 0.291
O 1.059 5.999 32.203 -0.202 -0.216 0.166
O 2.815 8.098 34.718 0.179 0.165 0.337
O 15.852 10.969 34.962 -0.077 -0.009 0.09
O 1.402 9.643 0.273 -0.036 0.026 -0.086
O 4.232 11.607 35.474 0.144 0.11 -0.031
O 2.561 13.172 34.365 0.105 -0.232 0.102
O 5.899 15.428 34.865 -0.062 0.032 0.042
O 6.145 14.466 32.469 0.065 -0.074 0.242
O 10.087 0.77 32.282 -0.17 0.122 -0.136
O 8.798 2.091 34.383 0.024 -0.051 0.132
O 4.875 5.5 34.693 0.027 0.025 0.152
O 6.953 3.883 35.235 -0.151 0.082 0.387
O 9.695 6.778 35.251 0.018 -0.245 0.238
O 8.054 8.552 34.155 -0.078 -0.114 0.126
O 6.69 10.58 34.91 -0.313 0.268 0.234
O 4.604 12.07 32.933 0.077 -0.033 0.194
O 9.826 12.013 35.452 -0.02 0.038 -0.282
O 7.896 13.71 34.479 -0.004 -0.189 -0.131
O 10.436 0.008 34.718 -0.19 -0.108 0.069
O 14.437 14.336 0.044 0.228 0.44 0.437
O 14.057 2.607 34.157 -0.14 -0.106 0.184
O 16.311 3.928 33.476 0.279 -0.016 0.446
O 11.855 5.185 34.824 0.113 0.011 0.117
O 13.86 4.952 33.028 -0.131 0.106 0.297
O 2.672 8.123 32.164 -0.301 -0.022 0.051
O 12.567 7.355 33.421 -0.267 0.111 -0.511
O 11.759 9.847 34.68 -0.252 0.298 -0.004
O 13.732 9.485 0.967 0.614 -0.496 0.466
O 14.219 9.444 33.474 -0.296 0.023 0.158
O 12.991 13.438 33.874 -0.107 -0.209 0.165
O 4.609 2.27 20.802 0.251 0.307 -0.372
O 0.942 4.548 21.965 0.117 -0.58 0.01
O 1.159 16.272 23.576 -0.022 -0.021 -0.071
O 2.762 1.776 22.66 -0.102 0.283 -0.249
O 0.211 9.695 22.34 0.001 -0.278 -0.399
O 15.826 11.577 20.982 0.208 -0.365 0.021
O 4.653 5.859 22.069 -0.257 0.18 -0.322
O 3.152 8.041 21.791 0.198 -0.264 -0.221
O 1.39 14.273 21.761 -0.19 -0.096 -0.327
O 16.225 16.174 20.935 0.161 -0.006 -0.588
O 5.513 10.92 21.133 -0.094 -0.001 -0.32
O 4.442 12.905 22.33 -0.15 -0.387 -0.415
O 6.899 4.523 21.988 0.233 0.044 -0.183
O 6.077 5.079 24.363 -0.227 0.04 -0.069
O 10.042 0.734 21.563 0.127 -0.013 -0.316
O 8.312 2.691 21.01 -0.286 0.086 -0.459
O 7.537 9.311 21.638 -0.196 0.04 -0.335
O 7.395 10.641 26.179 0.096 -0.005 -0.111
O 9.34 7.426 22.106 -0.142 -0.019 -0.166
O 8.683 11.162 28.318 0.102 -0.043 0.134
O 5.948 15.093 22.067 0.359 0.298 -0.34
O 8.013 13.71 21.063 0.24 -0.09 -0.291
O 9.585 11.773 21.679 -0.146 0.114 -0.059
O 11.064 12.195 32.594 0.096 0.086 0.365
O 10.908 5.529 21.177 0.21 0.106 -0.366
O 12.835 3.776 21.736 -0.116 -0.152 -0.301
O 14.12 2.969 23.961 -0.085 0.287 -0.126
O 14.737 1.424 22.065 -0.079 0.218 -0.305
O 11.929 10.038 21.849 0.049 -0.054 -0.266
O 10.514 10.937 23.94 -0.122 -0.171 -0.328
O 15.66 6.594 21.962 -0.23 -0.183 0.006
O 13.65 8.18 21.197 0.188 0.259 -0.606
O 11.566 14.698 21.816 -0.104 0.024 -0.419
O 10.589 15.971 23.906 0.045 0.15 0.241
O 13.76 13.491 20.934 -0.305 0.16 -0.8
O 15.118 13.36 24.009 -0.015 -0.204 -0.108
O 0.297 2.246 23.778 0.057 0.033 -0.24
O 14.827 0.518 24.632 0.164 -0.092 -0.191
O 3.845 2.041 27.494 -0.061 0.19 -0.159
O 2.415 1.551 25.284 -0.238 0.003 -0.224
O 5.7 8.013 26.339 0.248 0.097 -0.242
O 1.593 6.703 23.41 0.005 -0.147 -0.12
O 7.091 9.132 28.332 -0.003 0.034 0.404
O 4.012 7.757 24.301 -0.009 0.101 -0.35
O 1.354 13.851 24.423 0.398 0.097 0.093
O 3.432 15.148 23.165 0.059 0.131 -0.195
O 8.172 1.115 26.173 0.14 -0.062 -0.26
O 5.358 14.297 24.594 0.167 -0.201 -0.165
O 8.264 3.633 25.283 0.075 0.148 -0.196
O 6.817 7.076 22.825 0.063 0.193 0.217
O 5.741 3.143 26.054 -0.266 0.213 -0.068
O 7.072 5.307 26.842 0.326 -0.122 0.054
O 8.164 8.942 24.138 0.178 -0.229 -0.315
O 11.114 5.594 26.165 -0.12 -0.102 -0.263
O 7.923 11.573 23.83 0.168 0.032 -0.12
O 6.052 11.688 28.263 0.151 0.164 0.113
O 14.073 13.467 28.49 0.053 0.187 0.066
O 11.888 1.744 23.169 0.059 -0.191 -0.145
O 11.85 4.18 24.193 0.211 0.025 -0.261
O 12.54 9.394 24.379 0.345 -0.041 -0.255
O 15.698 4.407 26.732 0.023 -0.048 0.016
O 11.053 8.214 26.185 -0.097 0.027 -0.056
O 13.032 11.786 23.482 0.162 -0.014 -0.289
O 16.019 5.168 24.169 0.069 -0.068 -0.112
O 15.553 12.319 30.161 0.022 -0.048 -0.244
O 9.932 13.479 23.676 -0.176 0.195 -0.336
O 14.351 15.149 26.541 -0.021 0.035 0.043
O 16.098 9.724 30.203 -0.081 0.082 0.217
O 3.94 16.034 26.214 -0.157 0.194 0.089
O 1.779 0.339 27.643 0.154 0.061 0.077
O 5.617 3.956 28.587 0.132 -0.021 0.24
O 6.323 1.46 28.048 -0.038 -0.034 0.309
O 1.058 2.762 27.646 -0.02 -0.149 -0.07
O 3.614 9.602 26.254 -0.134 -0.079 -0.155
O 7.869 5.409 29.423 -0.122 -0.3 0.041
O 4.562 8.893 28.604 -0.083 -0.056 0.35
O 0.555 11.449 24.452 0.108 -0.199 -0.032
O 2.015 9.268 24.019 0.249 0 -0.105
O 6.524 15.576 26.594 -0.09 -0.273 -0.206
O 9.084 13.755 28.557 -0.211 -0.032 -0.243
O 9.262 1.794 23.822 -0.136 0.075 -0.035
O 10.513 2.218 26.099 -0.078 0.046 -0.009
O 11.868 3.199 30.74 0.065 -0.053 0.31
O 13.718 5.601 25.458 0.091 0.109 -0.219
O 12.277 10.42 26.924 0.289 0.08 0.077
O 14.322 7.862 29.415 0.067 -0.068 0.074
O 11.003 9.57 29.067 0.128 -0.127 -0.091
O 12.029 7.857 30.69 0.116 0.049 0.118
O 4.776 13.686 27.1 0.044 -0.302 0.073
O 11.105 12.161 28.556 0.032 -0.057 -0.183
O 10.42 9.751 31.63 0.092 -0.188 0.351
O 13.769 8.349 26.349 -0.093 0.059 -0.196
O 12.925 0.935 26.451 -0.127 -0.001 -0.03
O 13.908 2.126 29.358 0.177 0.084 -0.339
O 0.003 1.388 29.63 -0.011 -0.156 -0.121
O 2.41 7.68 27.695 -0.188 0.036 -0.073
O 15.935 6.91 26.17 0.21 0.014 -0.214
O 15.913 9.111 27.629 -0.118 0.268 -0.042
O 16.084 13.13 26.463 -0.038 0.148 0.151
O 5.673 9.892 24.416 -0.088 0.023 -0.018
O 1.641 11.545 30.727 -0.123 -0.13 0.446
O 15.984 11.16 32.403 -0.149 0.237 0.276
O 13.555 12.685 26.004 0.011 -0.088 -0.008
O 12.52 14.253 24.206 -0.005 0.191 -0.295
O 2.757 6.449 30.112 0.005 -0.087 0.169
O 15.859 3.976 29.373 0.053 0.001 0.11
O 8.622 10.964 33.016 0.006 -0.079 0.396
O 10.227 15.635 30.077 0.235 -0.016 -0.052
O 2.623 10.514 33.556 0.15 0.072 0.274
O 4.207 10.628 30.785 0.034 -0.202 0.04
O 1.453 5.282 28.104 0.077 0.141 -0.337
O 2.093 5.202 34.528 -0.008 0.197 0.324
O 2.39 10.183 28.685 0.028 -0.233 0.194
O 3.584 12.493 29.08 -0.011 -0.125 -0.272
O 6.242 9.901 32.436 0.073 0.106 0.009
O 5.805 6.68 28.661 -0.013 -0.103 0.047
O 12.275 0.613 30.807 0.223 -0.128 0.291
O 7.92 14.592 30.709 0.071 0.081 0.394
O 8.021 16.142 33.48 0.106 0.096 0.168
O 11.529 14.855 32.233 -0.038 0.207 0.454
O 9.405 7.653 30.278 -0.127 0.121 0.282
O 6.48 12.188 31.159 0.119 0.082 0.315
O 12.66 3.536 26.738 -0.051 -0.04 0.145
O 10.41 5.199 29.797 0.081 0.039 -0.258
O 9.397 12.044 30.648 -0.06 0.064 0.51
O 5.61 14.051 29.642 0.109 0.103 0.08
O 12.164 6.955 28.188 0.016 -0.121 -0.064
O 9.504 6.774 27.839 -0.273 -0.185 -0.096
O 14.965 2.802 31.621 -0.272 0.182 0.235
O 11.487 1.827 28.493 -0.119 -0.116 0.163
O 15.578 0.954 27.147 -0.034 -0.023 -0.06
O 13.301 11.058 29.352 0.129 -0.112 -0.105
O 15.015 7.218 0.7 -0.015 0.099 0.115
O 13.06 5.518 30.172 -0.024 0.013 0.06
O 0.419 7.336 29.423 0.107 0.085 0.008
O 15.843 9.196 24.889 -0.097 0.108 -0.18
O 13.162 13.087 31.116 -0.178 -0.186 -0.005
O 11.361 5.299 32.248 -0.012 -0.005 0.251
O 0.498 8.954 33.479 0.005 0.086 0.261
O 8.228 16.227 28.522 -0.195 0.113 0.248
Si 0.021 0.012 5.577 0.028 -0.022 -0.047
Si 2.785 2.683 5.551 0.006 0.015 0.005
Si 0.034 5.401 5.566 -0.044 0.056 -0.021
Si 2.82 8.148 5.533 -0.051 0.025 -0.032
Si 0.04 10.923 5.621 0.005 -0.029 -0.007
Si 2.765 13.671 5.558 0.026 -0.001 -0.083
Si 5.538 16.34 5.583 -0.002 0.062 -0.017
Si 8.296 2.658 5.488 0.018 0.057 -0.063
Si 5.528 5.392 5.551 -0.017 -0.041 -0.013
Si 8.214 8.131 5.591 -0.038 -0.027 -0.009
Si 5.525 10.873 5.548 -0.044 0.018 -0.07
Si 8.21 13.627 5.529 -0.009 -0.079 -0.056
Si 10.947 16.363 5.521 0.017 -0.029 -0.044
Si 13.71 2.65 5.517 -0.052 0.008 -0.077
Si 10.959 5.368 5.525 -0.004 0.027 -0.063
Si 13.655 8.152 5.552 0.012 0.018 -0.012
Si 10.932 10.895 5.653 -0.031 -0.028 -0.044
Si 13.665 13.717 5.663 0.12 0.061 0.06
Si 1.394 1.362 6.937 -0.009 -0.028 0
Si 4.135 4.058 6.919 0.013 -0.006 0.008
Si 1.403 6.805 6.901 -0.03 -0.009 -0.041
Si 4.143 9.531 6.925 -0.004 -0.041 -0.04
Si 1.403 12.31 6.951 -0.068 -0.017 0.006
Si 4.128 15.015 6.942 -0.011 -0.03 0.003
Si 6.893 1.346 6.9 -0.029 -0.052 0.004
Si 9.59 4.037 6.909 0.019 -0.016 0.029
Si 6.841 6.778 6.94 0.01 0.045 0.04
Si 9.554 9.511 6.969 0.071 0 0.032
Si 6.852 12.269 6.923 0.033 -0.03 -0.023
Si 9.566 15.009 6.904 0.012 0.025 -0.042
Si 12.317 1.321 6.902 0.06 -0.058 0.001
Si 15.041 4.043 6.911 0.077 -0.018 -0.01
Si 12.288 6.776 6.91 0.024 0.029 -0.006
Si 15.035 9.528 6.921 0.07 -0.033 0.018
Si 12.296 12.3 6.975 0.004 -0.026 0.023
Si 15.056 15.074 6.974 -0.11 0.005 0.061
Si 0.006 2.711 8.3 -0.033 0 0.012
Si 2.749 16.389 8.3 -0.011 0.013 -0.001
Si 0.017 8.166 8.271 -0.03 0.031 0.019
Si 2.754 5.434 8.276 0 0.015 0.004
Si 0.012 13.671 8.309 0.022 0.013 -0.01
Si 2.757 10.908 8.287 -0.019 0.019 -0.004
Si 5.499 2.696 8.28 -0.006 0.03 -0.001
Si 8.211 16.375 8.29 0.009 0.01 0
Si 5.477 8.157 8.3 -0.012 0.01 0.02
Si 8.213 5.409 8.286 -0.025 0.018 -0.014
Si 5.474 13.631 8.296 -0.048 -0.014 0.008
Si 8.193 10.904 8.312 -0.012 0.001 0
Si 10.952 2.688 8.282 0.007 0.036 -0.007
Si 13.661 0 8.326 0.037 0.017 0.014
Si 10.93 8.14 8.305 -0.041 0 -0.002
Si 13.672 5.424 8.275 0.014 0.046 -0.004
Si 10.912 13.662 8.314 0.017 -0.011 -0.009
Si 13.67 10.906 8.301 -0.024 0.017 -0.006
Si 1.37 4.092 9.651 -0.017 -0.002 -0.001
Si 4.106 1.363 9.661 0.005 -0.027 0.003
Si 1.367 9.549 9.644 -0.021 0 -0.005
Si 4.091 6.81 9.661 0.001 0.014 0.009
Si 1.365 15.044 9.676 0.001 -0.03 0.008
Si 4.092 12.285 9.666 0.025 -0.033 0
Si 6.825 4.078 9.664 0.013 -0.013 0
Si 9.559 1.353 9.658 0.018 -0.043 -0.005
Si 6.812 9.544 9.668 0.007 -0.002 0.003
Si 9.548 6.791 9.668 0.035 0.005 0.006
Si 6.818 15.025 9.657 0.002 -0.016 -0.017
Si 9.539 12.292 9.673 0.029 0.003 -0.005
Si 12.295 4.075 9.652 -0.008 -0.021 -0.007
Si 15.027 1.37 9.679 -0.027 -0.023 0.004
Si 12.284 9.539 9.659 0.029 -0.021 0.002
Si 15.034 6.81 9.637 0.037 -0.014 -0.007
Si 12.277 15.036 9.674 0.019 -0.018 -0.006
Si 15.03 12.294 9.657 0 -0.031 0.004

Results
total energy: -115457.418 eV
total energy less fixed offsets of O -438.35, Si -107.03 eV per atom: 8.922 eV
